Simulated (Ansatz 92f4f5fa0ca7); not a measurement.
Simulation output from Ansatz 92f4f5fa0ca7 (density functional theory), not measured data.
Periodic cell of 223 atoms, Si131O90As2, from a study of silicon, its oxide and their interface. The atomic structure is a simulated model.
Doubt: the cutoff is far below the 930 eV that the study's wrapper takes by default for these files, so forces and energies are approximate.
This geometry differs little from another in the collection (a relaxation step or a small displacement).

Settings: functional PBE; potential files Ansatz PAW; basis plane waves; wave-function cutoff 580 eV; density cutoff ratio 5; exchange-correlation grid ratio 1; k mesh 1 x 1 x 1, Gamma-centred; self-consistency stop 5e-08 eV per atom in the density residual; occupations fixed; spin none; net charge 0.

Cell vectors (angstrom)
a	10.938	0	0
b	0	10.938	0
c	0	0	32.1988

Atoms: element, x, y, z (angstrom)
Si	10.5951	0.2243	24.8635
Si	5.7446	10.6778	24.7485
Si	2.4859	2.9151	24.6427
Si	8.4302	2.4663	24.827
Si	0.2807	5.1664	24.7574
Si	5.159	5.7477	24.6897
Si	2.9391	8.0052	24.6024
Si	7.946	8.4318	24.7349
Si	1.3357	1.3822	26.0387
Si	6.8502	1.3116	26.1201
Si	4.0487	4.1067	25.9878
Si	9.6107	4.0625	26.0872
Si	1.403	6.8264	26.0014
Si	6.7727	6.8498	26.0286
Si	4.1047	9.5348	26.0016
Si	9.4738	9.567	26.1428
Si	2.7309	-0.0089	27.3502
Si	8.1667	-0.0208	27.5539
Si	0.013	2.7185	27.4919
Si	5.444	2.7452	27.3631
Si	2.7311	5.4669	27.4297
Si	8.1885	5.4697	27.3601
Si	-0.0007	8.1813	27.3731
Si	5.4415	8.1973	27.4522
Si	4.0876	1.3678	28.7461
Si	9.5743	1.3567	28.8355
Si	1.366	4.1142	28.8086
Si	6.831	4.0969	28.7485
Si	4.0923	6.8209	28.8018
Si	9.5615	6.8263	28.7539
Si	1.37	9.561	28.7457
Si	6.7926	9.5522	28.845
Si	0.0181	-0.0185	30.1538
Si	5.4398	0.0173	30.1586
Si	2.7349	2.7317	30.1462
Si	8.1961	2.7447	30.1497
Si	-0.0121	5.4776	30.1514
Si	5.479	5.4613	30.1464
Si	2.7274	8.2061	30.1445
Si	8.2077	8.1898	30.153
Si	1.3673	1.3673	31.515
Si	6.8362	1.3673	31.515
Si	4.1018	4.1018	31.515
Si	9.5708	4.1018	31.515
Si	1.3673	6.8362	31.515
Si	6.8362	6.8362	31.515
Si	4.1018	9.5708	31.515
Si	9.5708	9.5708	31.515
Si	2.7345	0	0.6835
Si	8.2035	0	0.6835
Si	0	2.7345	0.6835
Si	5.469	2.7345	0.6835
Si	2.7345	5.469	0.6835
Si	8.2035	5.469	0.6835
Si	0	8.2035	0.6835
Si	5.469	8.2035	0.6835
Si	4.1141	1.3611	2.0597
Si	9.5778	1.3508	2.0601
Si	1.3495	4.1353	2.0274
Si	6.8524	4.0878	2.0593
Si	4.0812	6.8559	2.0322
Si	9.5678	6.8329	2.0527
Si	1.3812	9.5683	2.0539
Si	6.8364	9.5762	2.0558
Si	0.0159	-0.0238	3.4079
Si	5.4749	-0.0139	3.4549
Si	2.736	2.7992	3.3198
Si	8.2099	2.697	3.4413
Si	0.0035	5.4789	3.4287
Si	5.4664	5.5173	3.3283
Si	2.758	8.2188	3.4382
Si	8.2165	8.2108	3.3943
Si	1.416	1.4113	4.6695
Si	6.9428	1.2271	4.8581
As	4.2622	4.0196	4.7817
Si	9.5951	4.0568	4.7914
Si	1.4225	6.8223	4.7982
Si	6.8055	6.8623	4.7302
Si	4.1548	9.5497	4.8769
Si	9.6201	9.4948	4.8108
Si	2.7856	0.1213	6.0741
Si	8.2713	-0.136	6.2525
Si	0.0509	2.6648	6.1184
As	6.1313	2.0692	6.8929
Si	2.8413	5.4639	6.0585
Si	8.1217	5.4219	6.0247
Si	0.0487	8.1436	6.1548
Si	5.5543	8.1844	6.2777
Si	3.9324	1.4951	7.6675
Si	9.8394	1.1081	7.4916
Si	1.7434	3.7936	7.2656
Si	6.6822	4.3385	7.5561
Si	4.3959	6.5559	7.5086
Si	9.3743	6.8734	7.3675
Si	1.1646	9.9025	7.3028
Si	7.2226	9.1794	7.6955
O	8.35	8.0096	7.9624
O	2.9	2.7599	7.8517
O	9.5277	1.3524	24.2751
O	4.0593	6.8673	24.1261
O	0.0509	-0.0008	7.9869
O	5.4767	5.3863	8.0095
O	6.8532	9.5654	24.2064
O	1.3712	4.0552	24.1706
O	3.7798	7.2473	8.9057
O	1.119	4.4441	8.6288
O	9.8585	5.9703	8.6711
O	2.1814	9.3757	8.4855
O	7.5381	3.9619	8.9267
O	4.2684	0.916	9.1898
O	6.7802	9.5448	9.2436
O	9.2027	1.8203	8.8442
O	7.7177	3.151	23.5185
O	10.5021	5.8432	23.4499
O	5.0987	0.4347	23.4116
O	5.8684	5.0883	23.3602
O	3.1118	2.2045	23.2788
O	2.2991	8.7196	23.2374
O	8.6186	7.7472	23.3932
O	0.2405	10.352	23.5769
Si	4.3987	1.5666	22.4764
Si	3.5129	7.8994	14.0477
Si	7.1307	0.9542	14.6709
Si	0.9522	9.3544	22.5255
Si	1.176	4.2816	11.8689
Si	6.2843	8.9484	15.3314
Si	0.7409	1.3399	12.3079
Si	8.643	4.9419	20.5172
Si	0.3709	5.6839	9.3406
Si	5.1418	3.1215	17.9826
Si	0.9238	3.7448	16.7728
Si	10.4299	2.8381	19.2445
Si	5.2829	1.1586	10.4754
Si	0.9137	0.1696	19.8511
Si	6.6742	9.4224	10.8828
Si	9.3704	9.6659	18.3312
Si	9.429	9.2105	12.5817
Si	6.579	3.8431	22.5868
Si	2.4332	8.0522	9.3826
Si	10.6197	7.3538	17.0887
Si	2.5459	6.269	16.6032
Si	10.1994	4.4741	14.2166
Si	6.1701	9.1739	18.5293
Si	8.0069	2.5793	9.6676
Si	8.9488	2.1135	12.5054
Si	5.3656	6.2385	18.0896
Si	3.9504	0.5466	19.4801
Si	4.255	3.8269	12.1124
Si	5.5617	6.5687	12.1479
Si	8.0401	2.4964	17.2403
Si	4.3821	2.4855	15.0038
Si	1.5817	1.2028	15.28
Si	1.6129	9.385	12.0498
Si	8.0738	6.8299	13.8749
Si	10.4111	9.8191	15.4951
Si	9.8126	7.011	22.5563
Si	8.1309	5.4744	17.4129
O	6.0707	7.9112	11.2775
O	6.0463	9.1818	16.9128
O	7.7315	1.3219	13.2059
O	1.0064	1.7456	13.863
O	9.4332	6.2697	16.8842
O	6.782	6.1861	13.1461
O	5.155	4.6601	18.6464
O	9.2674	2.1456	18.2807
O	2.3949	0.0928	19.0818
O	9.4358	10.2139	16.7692
O	2.7841	4.4386	11.727
O	5.0963	10.3134	19.1183
O	9.4775	3.1636	13.607
O	0.4848	1.7573	19.9763
O	3.2041	1.3405	15.1533
O	8.1925	5.3644	19.0259
O	3.9194	6.6012	17.4197
O	4.6422	3.2719	16.4215
O	9.0595	5.6255	14.3252
O	5.4588	2.7556	22.1393
O	10.7398	4.2115	15.7137
O	0.3751	3.8616	18.3065
O	10.4536	10.5144	19.2173
O	9.6634	9.9889	14.0416
O	10.9085	8.1242	22.1012
O	1.1866	2.1572	16.5342
O	9.7484	3.7376	20.4298
O	8.1744	4.0199	16.6887
O	-0.0012	9.0783	11.9161
O	6.631	2.4308	18.064
O	5.5958	10.6542	11.2507
O	7.782	9.581	18.8535
O	10.0903	0.9839	12.1164
O	1.1755	7.071	9.1367
O	0.6116	4.7512	13.3298
O	5.7438	7.6129	19.004
O	5.2438	5.042	11.5598
O	2.7417	6.9513	15.1355
O	0.9419	2.7094	11.4574
O	0.8827	10.6817	15.55
O	2.4674	8.5783	10.9162
O	4.6512	2.3775	11.404
O	4.1971	3.5424	13.7497
O	2.2663	4.6525	16.5364
O	10.7533	8.2375	15.7136
O	6.917	10.2911	14.6905
O	2.3652	8.9194	13.4396
O	8.0206	1.5045	15.9386
O	4.1519	6.9748	12.8684
O	4.2134	2.0045	18.7504
O	7.3026	4.4144	21.262
O	8.5451	2.9411	11.1643
O	1.2007	6.8263	17.373
O	5.6838	1.6203	14.6961
O	8.1601	9.7115	11.6079
O	9.2191	6.28	21.2379
O	9.0076	7.6755	12.8697
O	1.7053	0.0895	11.8826
O	6.6601	6.1284	17.0723
O	7.4228	7.796	15.0386
O	1.2398	10.2796	21.2231
O	10.0744	8.1925	18.3699
O	3.9641	0.8347	21.0939
O	0.3131	5.2704	10.8988
O	6.7216	1.6148	9.876
O	4.7951	8.6776	14.7053

Results
free energy: -144176.744 eV
free energy less fixed offsets of As -4856.12, O -568.88, Si -635.61 eV per atom: -0.394 eV

Forces (eV/angstrom), in the order of the atoms: element, x, y, z
Si	0.004	0.018	-0.0287
Si	-0.0171	-0.0065	0.0106
Si	-0.0112	-0.0083	-0.016
Si	0.003	0.0096	0.0108
Si	-0.0159	-0.003	0.0092
Si	0.0163	0.0139	-0.0029
Si	0.0108	0.022	-0.0114
Si	-0.0201	-0.0057	-0.0149
Si	-0.0152	0.0028	0.017
Si	0.0103	-0.0094	0.002
Si	0.0007	0.003	0.0057
Si	0.0108	-0.0152	0.0016
Si	-0.0004	-0.0104	-0.0032
Si	-0.0121	0.0004	0.011
Si	0.0163	-0.007	0.0037
Si	-0.0002	0.0093	0.0141
Si	0.0104	-0.002	0.0246
Si	0.009	0.0214	-0.1084
Si	-0.0083	-0.0022	-0.0941
Si	0.0006	0.0028	0.0248
Si	-0.0054	-0.0086	-0.0503
Si	-0.0011	0.0038	0.0201
Si	0.0031	0.0014	0.023
Si	0.0067	0.0147	-0.0677
Si	-0.0218	0.015	-0.032
Si	0.0239	0.006	0.0815
Si	0.0091	0.0077	0.0608
Si	-0.0151	0.0089	-0.0358
Si	0.0261	-0.0067	0.0478
Si	-0.0103	-0.0088	-0.027
Si	0.0063	0.006	-0.0339
Si	-0.0553	-0.0381	0.0881
Si	-0.0227	0.0008	-0.0095
Si	0.042	0.0061	-0.0275
Si	0.0241	0.0132	-0.0167
Si	-0.0201	-0.0259	-0.0164
Si	0.0177	-0.0068	-0.0179
Si	-0.0207	-0.0108	-0.0123
Si	-0.0089	-0.0169	-0.0052
Si	0.0045	0.0212	-0.014
Si	0.0713	-0.0268	0.0291
Si	-0.0486	0.0898	-0.026
Si	0.0589	-0.0646	-0.0015
Si	-0.0923	0.0287	-0.0051
Si	-0.06	0.0694	-0.0496
Si	0.0252	-0.0984	0.062
Si	-0.0961	0.0554	0.0066
Si	0.0413	-0.0775	0.0175
Si	0.0484	-0.0072	0.0805
Si	-0.0243	0.0174	-0.0062
Si	-0.0893	-0.0264	0.0106
Si	0.1222	-0.0827	0.0877
Si	-0.0956	0.1691	-0.2189
Si	0.0656	-0.1082	0.0612
Si	0.0844	-0.0816	0.0925
Si	0.0048	0.0986	-0.0506
Si	-0.0018	0.046	-0.0506
Si	0.0083	-0.0287	-0.0767
Si	-0.0844	-0.0169	-0.1352
Si	-0.0564	0.0219	-0.043
Si	0.0236	0.0822	-0.1372
Si	0.0543	0.0123	-0.0661
Si	-0.0273	-0.0585	-0.0517
Si	0.0149	0.0034	-0.0578
Si	0.0045	-0.0131	0.1271
Si	0.0186	0.0188	0.1452
Si	0.1506	0.0543	0.1781
Si	-0.0473	-0.0047	0.1599
Si	0.0072	-0.019	0.1533
Si	-0.0462	-0.1298	0.1694
Si	0.0696	0.0399	0.1652
Si	-0.034	-0.0059	0.1186
Si	-0.0201	-0.0032	-0.0455
Si	-0.092	0.0707	-0.3705
As	0.0221	-0.0581	-0.1397
Si	-0.0016	0.0176	-0.0617
Si	-0.0843	0.0508	-0.1827
Si	0.0192	0.0372	-0.0553
Si	-0.0468	-0.0072	-0.0862
Si	0.0153	0.0198	-0.289
Si	-0.0207	-0.0816	0.0067
Si	-0.0633	0.0656	0.2376
Si	-0.0724	-0.0319	-0.0791
As	0.0027	0.1403	0.3638
Si	0.0816	-0.0877	-0.0389
Si	0.0337	-0.0016	0.0155
Si	0.009	-0.0379	0.14
Si	0.0227	0.0626	-0.0473
Si	-0.0768	-0.1398	0.001
Si	0.0152	0.0346	0.0997
Si	0.1179	-0.0073	0.2312
Si	0.131	-0.0545	0.0104
Si	-0.0196	-0.0258	0.1973
Si	-0.0418	-0.0284	0.0272
Si	0.0932	0.0587	0.0349
Si	-0.0806	0.0085	0.0126
O	0.0448	-0.0057	0.0122
O	0.0776	0.0906	-0.0455
O	0.0039	-0.0112	-0.0072
O	-0.0062	-0.0107	0.0014
O	-0.0263	-0.0087	-0.0415
O	-0.0169	-0.1588	-0.0845
O	0.0104	0.0001	-0.0093
O	0.0093	0.0022	-0.0054
O	0.042	0.0099	-0.0553
O	-0.0295	-0.0243	-0.0463
O	-0.0242	0.0142	-0.0425
O	-0.0092	0.0057	-0.0417
O	-0.0332	0.0881	-0.0058
O	-0.0475	0.0539	-0.0176
O	0.0231	-0.0075	-0.0396
O	-0.0197	0	-0.0655
O	0.0022	-0.0061	0.0034
O	0.0063	-0.0054	-0.0003
O	0.0048	-0.0001	-0.0008
O	-0.007	0.0035	-0.0024
O	-0.0076	0.0094	0.0092
O	0.0061	-0.0103	0.0035
O	-0.0043	0.0072	0.0122
O	-0.0048	0.0014	0.0227
Si	0.0063	-0.0032	0.0019
Si	-0.0014	0.0038	0.0049
Si	0.0016	-0.0056	0.0082
Si	-0.0005	0.0011	0.0024
Si	0.0093	-0.0076	0.0024
Si	-0.0003	-0.0008	0.0079
Si	0.002	0	-0.0024
Si	0.0004	-0.003	-0.0008
Si	0.0554	-0.0007	-0.0284
Si	-0.0007	0.0014	0.0052
Si	0.0018	-0.0007	0.0086
Si	0.0012	-0.0001	0.0028
Si	0.0208	0.0031	-0.0009
Si	-0.0033	0.0007	0.001
Si	-0.0103	0	0.0116
Si	-0.0007	-0.0005	0.0054
Si	0.0016	0.0068	-0.0022
Si	0.0004	-0.0015	0.0059
Si	-0.0071	-0.0087	-0.0152
Si	-0.0003	0.0027	0.0095
Si	-0.0005	0.0022	0.0068
Si	0.0012	0.0061	0.0033
Si	0.0014	-0.0011	0.0067
Si	-0.0508	-0.04	-0.0237
Si	0.0006	-0.008	0.0019
Si	-0.0008	0.0004	0.007
Si	0.0005	-0.001	0.0002
Si	0.0006	-0.009	-0.0091
Si	-0.0033	0.0062	-0.0014
Si	0.0002	-0.0013	0.0063
Si	-0.0091	0.0006	0.006
Si	-0.0005	-0.0016	0.0059
Si	0.006	0.0009	-0.0049
Si	0	0.0007	0.0103
Si	0.0002	0.0013	0.0085
Si	0.0048	-0.0002	0
Si	0.001	0.0005	0.0059
O	0.0018	0.0007	0.0038
O	0.0009	0.0006	-0.0018
O	-0.0004	0.0024	-0.0068
O	-0.0049	0.0021	0.0016
O	-0.001	-0.002	-0.0037
O	0.0066	-0.0004	-0.0009
O	0.0003	0.0002	-0.0033
O	0.0015	0.0014	-0.0014
O	-0.0006	0	-0.0014
O	-0.001	-0.0005	-0.0024
O	-0.004	0.0013	-0.0025
O	-0.0018	0.0018	-0.0026
O	-0.0058	0.0007	-0.0072
O	0.0004	-0.0001	-0.0024
O	0.0034	0.0002	-0.0053
O	-0.0002	-0.0009	0.001
O	0.0038	-0.0002	-0.0022
O	-0.0011	0.0026	0.0002
O	0.0011	0.0028	-0.0077
O	-0.0018	0.0006	-0.0052
O	0.0006	-0.0059	0.0051
O	-0.0031	-0.0003	-0.0001
O	0.0033	0.0019	-0.0006
O	0.0006	0.0016	-0.0038
O	-0.0012	-0.0012	-0.0043
O	0.0012	-0.0003	0.0031
O	-0.0016	0.0025	-0.0001
O	-0.0014	0.0005	-0.0043
O	-0.005	-0.0018	0.0031
O	-0.0027	-0.0012	-0.0026
O	-0.0081	-0.003	-0.0046
O	-0.0016	0.0003	-0.0023
O	-0.0072	0.0005	-0.0018
O	-0.0087	0	0.0199
O	0.0012	0.0045	-0.002
O	-0.0005	0.0005	-0.0028
O	0.0025	0.0045	-0.0005
O	-0.0017	-0.0009	-0.0019
O	-0.0034	0.0087	0.0052
O	-0.0012	-0.0027	-0.003
O	-0.0113	0.0054	-0.0072
O	-0.0008	0.0113	-0.0074
O	0.0027	-0.0003	-0.0005
O	-0.0001	0.0013	-0.0055
O	0.0001	-0.0015	-0.0046
O	0.0005	-0.0005	-0.004
O	0.0034	-0.0024	0
O	0.0037	0.0019	-0.0029
O	-0.0001	0.001	-0.0027
O	-0.0009	-0.0024	-0.0014
O	-0.0022	-0.0001	-0.0001
O	0.008	0.0146	-0.0098
O	0.0007	0.0005	-0.0047
O	0.0037	-0.004	-0.0008
O	0.0094	-0.0015	0.0031
O	0.0008	0.0026	0.0012
O	-0.0009	-0.0032	-0.0026
O	-0.002	-0.0009	0.0039
O	-0.0011	0.0008	-0.0039
O	-0.0014	0.0019	-0.0046
O	-0.0013	-0.0038	0.0058
O	-0.0009	0.0006	-0.002
O	-0.0004	0.0025	0.0048
O	-0.0065	0.0102	-0.0074
O	0.02	-0.0154	0.0277
O	0.0034	0.0009	-0.0016

The program warned: the cutoff lies below the one the program advises for these potential files; the forces do not sum to zero within the program's tolerance; the exchange-correlation potential is rough where the density is thin.
